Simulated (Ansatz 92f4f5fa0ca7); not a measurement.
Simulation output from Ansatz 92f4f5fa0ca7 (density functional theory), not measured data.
Periodic cell of 237 atoms, Si145O90P2, from a study of silicon, its oxide and their interface. The atomic structure is a simulated model.
Doubt: the cutoff is far below the 930 eV that the study's wrapper takes by default for these files, so forces and energies are approximate.
This geometry differs little from another in the collection (a relaxation step or a small displacement).

Settings: functional PBE; potential files Ansatz PAW; basis plane waves; wave-function cutoff 580 eV; density cutoff ratio 5; exchange-correlation grid ratio 1; k mesh 1 x 1 x 1, Gamma-centred; self-consistency stop 5e-08 eV per atom in the density residual; occupations fixed; spin none; net charge 0.

Cell vectors (angstrom)
a	11.6015	0	0
b	0	10.938	0
c	0	0	32.0622

Atoms: element, x, y, z (angstrom)
Si	-0.193	-0.0697	23.2538
Si	3.6743	0.2105	23.0751
Si	7.5545	-0.1324	23.4259
Si	1.6871	1.3745	23.394
Si	5.7386	1.4104	23.1695
Si	9.4473	1.228	23.3392
Si	0.1663	5.3233	23.4338
Si	4.1242	5.2961	23.3689
Si	8.036	5.6091	23.5284
Si	2.1654	6.593	23.3556
Si	5.9697	6.7684	23.4575
Si	10.0086	6.8709	23.5806
Si	1.9063	2.6654	25.363
Si	5.8333	2.6559	25.2401
Si	9.6364	2.6861	25.2451
Si	11.6027	4.0119	25.364
Si	3.8954	3.9758	25.3036
Si	7.7465	4.0914	25.3269
Si	1.9779	8.1519	25.1861
Si	5.7769	8.1682	25.3458
Si	9.7134	8.2652	25.4175
Si	11.6417	9.5629	25.2514
Si	3.8687	9.5923	25.0552
Si	7.6922	9.5227	25.3899
Si	11.651	-0.0109	27.2001
Si	3.9016	-0.0547	27.1133
Si	7.7582	-0.0163	27.2717
Si	1.9859	1.3148	27.2662
Si	5.8275	1.3241	27.1959
Si	9.6962	1.3327	27.1971
Si	11.5947	5.4684	27.2273
Si	3.8476	5.4205	27.2043
Si	7.7135	5.4582	27.2545
Si	1.9397	6.8273	27.1738
Si	5.761	6.7986	27.2583
Si	9.6559	6.8144	27.2718
Si	1.9446	2.7234	29.1674
Si	5.7938	2.709	29.138
Si	9.6806	2.7212	29.1392
Si	0.0106	4.0964	29.1587
Si	3.8685	4.0899	29.1617
Si	7.7314	4.0771	29.1692
Si	1.945	8.1845	29.1348
Si	5.791	8.19	29.1671
Si	9.6738	8.2042	29.1792
Si	0.0127	9.5605	29.1481
Si	3.8722	9.5698	29.1213
Si	7.732	9.5489	29.1844
Si	0	0	31.0965
Si	3.8672	0	31.0965
Si	7.7343	0	31.0965
Si	1.9336	1.3673	31.0965
Si	5.8008	1.3673	31.0965
Si	9.6679	1.3673	31.0965
Si	0	5.469	31.0965
Si	3.8672	5.469	31.0965
Si	7.7343	5.469	31.0965
Si	1.9336	6.8362	31.0965
Si	5.8008	6.8362	31.0965
Si	9.6679	6.8362	31.0965
Si	1.9336	2.7345	0.9679
Si	5.8008	2.7345	0.9679
Si	9.6679	2.7345	0.9679
Si	0	4.1018	0.9679
Si	3.8672	4.1018	0.9679
Si	7.7343	4.1018	0.9679
Si	1.9336	8.2035	0.9679
Si	5.8008	8.2035	0.9679
Si	9.6679	8.2035	0.9679
Si	0	9.5708	0.9679
Si	3.8672	9.5708	0.9679
Si	7.7343	9.5708	0.9679
Si	11.581	0.0003	2.957
Si	3.8187	-0.0078	2.9048
Si	7.7516	-0.017	2.9091
Si	1.9008	1.3967	2.9274
Si	5.7816	1.2812	2.816
Si	9.6484	1.383	2.9213
Si	11.5537	5.5111	2.8714
Si	3.8742	5.4979	2.899
Si	7.7364	5.5018	2.9101
Si	1.907	6.8237	2.8818
Si	5.8136	6.8467	2.8742
Si	9.6605	6.9239	2.9971
Si	1.8627	2.8981	4.783
Si	5.7137	2.6031	4.7138
Si	9.5414	2.8223	4.817
Si	11.4726	4.2096	4.8223
Si	3.8851	4.1006	4.8063
Si	7.5447	4.075	4.7905
Si	1.8948	8.1719	4.8123
Si	5.8404	8.2512	4.7663
Si	9.7003	8.223	5.0411
Si	11.6261	9.6503	4.9836
Si	3.842	9.4797	4.7954
Si	7.7822	9.6206	4.8911
Si	11.6782	0.3685	6.8017
Si	3.7742	-0.0555	6.6613
Si	7.7831	0.0488	6.8761
Si	2.1135	1.5669	6.6772
Si	5.739	1.2357	6.6479
Si	9.6689	1.5617	6.8084
Si	11.4073	5.6342	6.7241
Si	3.9367	5.4401	6.7851
P	7.6989	5.551	6.5343
Si	1.9193	6.6941	6.665
Si	5.8474	6.8971	6.6728
P	9.7419	7.2318	7.2268
O	10.6935	8.3599	8.1179
O	7.8153	9.9126	8.1766
O	7.3759	4.6994	7.9374
O	3.3424	10.3547	8.2038
O	2.1078	7.605	8.0299
O	4.0245	4.6043	8.2414
O	9.7678	2.495	8.1978
O	2.6404	2.3758	8.0655
O	11.3598	4.637	8.0449
O	5.3892	2.3841	7.794
O	6.0972	7.8379	8.026
O	11.549	10.8426	8.4018
O	11.2812	10.0727	21.7778
O	3.2422	10.7469	21.4871
O	5.7843	7.7718	22.1372
O	4.2221	4.4493	21.9161
O	7.682	9.691	22.1648
O	10.2904	7.6704	22.1523
O	1.6108	2.4005	22.0899
O	5.9517	2.4449	21.8604
O	8.4593	4.7229	22.183
O	-0.0542	4.4643	22.0057
O	2.3528	7.4109	21.927
O	9.1348	1.8838	21.8416
Si	2.0824	7.8817	9.6088
Si	5.0512	0.5932	17.6324
Si	2.5157	5.4534	13.9669
Si	10.6575	3.8436	14.0089
Si	8.3165	2.4181	15.2093
Si	9.5506	2.2527	20.3152
Si	10.4843	3.7059	9.045
Si	0.0926	2.3394	11.5221
Si	11.0365	8.1416	15.34
Si	5.1877	6.9526	13.9232
Si	5.7853	2.6622	11.0405
Si	8.5806	7.6788	19.3489
Si	8.123	4.8595	20.5992
Si	5.9434	9.6227	15.1315
Si	2.119	7.6483	20.3375
Si	1.9577	4.9035	18.7733
Si	4.5227	3.4541	17.9768
Si	8.5177	8.9486	16.7687
Si	0.8747	9.5405	13.3162
Si	9.9766	10.7097	11.7468
Si	5.3597	3.7112	20.9902
Si	0.627	5.5255	16.2235
Si	11.1493	9.4841	9.207
Si	6.5699	8.8988	21.2628
Si	7.1215	7.1053	11.3922
Si	2.7269	0.7447	12.1358
Si	10.8834	8.6738	21.0178
Si	6.0608	4.3409	15.5764
Si	7.1261	0.5268	12.9195
Si	4.0814	2.9915	8.5607
Si	0.9131	6.8114	11.8734
Si	6.7026	9.0248	8.9946
Si	0.6748	3.2946	21.1137
Si	9.8472	6.5062	12.8212
Si	7.6744	4.6099	9.5553
Si	3.9924	10.0888	20.1794
Si	4.303	3.0788	13.4521
Si	3.9661	10.0065	9.6806
Si	8.0775	0.8092	17.983
O	11.6511	3.1877	12.9063
O	9.2876	4.5572	9.7773
O	8.8016	3.6107	19.8328
O	4.0647	-0.061	18.7591
O	11.3931	4.4992	15.2943
O	10.0468	9.8272	10.3677
O	3.8019	1.5844	13.0385
O	0.6884	9.0751	14.8691
O	6.4909	0.9958	18.3162
O	4.7912	3.1723	19.5676
O	6.3375	1.2446	11.669
O	0.9219	8.9865	9.9292
O	5.6706	4.3163	17.1722
O	8.4421	7.0683	12.3097
O	4.407	2.6282	10.1254
O	2.1077	5.6658	15.5296
O	3.5028	0.0116	10.9084
O	5.907	7.2018	12.4732
O	2.3365	6.3508	19.3971
O	0.6948	4.9758	17.7497
O	8.4565	10.7114	12.3333
O	5.5721	10.0992	9.4686
O	0.5898	8.1697	20.1884
O	9.8039	2.6128	14.6199
O	2.0478	10.6476	13.195
O	9.9628	9.1056	16.0608
O	6.1675	10.3949	13.7029
O	7.494	1.6165	14.0658
O	1.6612	3.9063	20.0008
O	5.9078	5.8086	14.8655
O	7.3631	8.9852	15.6332
O	1.5531	1.6374	11.4534
O	7.2539	8.3738	10.3763
O	4.3294	2.0033	17.2399
O	6.9983	3.2459	10.127
O	11.5419	6.9923	16.3625
O	8.3107	10.1712	17.7845
O	3.5306	8.4763	10.0537
O	7.616	3.8722	15.4499
O	3.176	4.3358	17.8776
O	2.9465	3.9362	13.6207
O	1.3604	8.2535	12.463
O	1.2231	5.714	13.0205
O	5.0141	8.3326	14.7803
O	11.172	2.4054	20.3047
O	11.0188	10.0851	12.8281
O	5.3447	3.6215	12.2983
O	5.1152	3.2124	14.8527
O	6.491	4.8169	20.5459
O	8.4337	1.6144	16.6162
O	10.4354	1.3045	11.4608
O	10.9155	6.69	11.5916
O	3.2358	8.7035	19.8199
O	1.747	6.5477	10.4943
O	7.1686	8.2042	19.9401
O	8.4871	7.6116	17.716
O	3.6863	6.4783	13.5521
O	9.6997	4.949	13.2761
O	5.5203	9.9918	20.7171
O	10.3286	7.4127	14.0726
O	8.7814	6.1695	19.9122
O	6.9987	5.8047	10.4188
O	5.2763	10.5687	16.3085
O	9.0562	1.1607	19.2275
O	11.5371	3.2568	10.1913
O	9.7439	8.7133	19.8517

Results
free energy: -144870.878 eV
free energy less fixed offsets of O -568.88, P -755.39, Si -635.61 eV per atom: 2.552 eV

Forces (eV/angstrom), in the order of the atoms: element, x, y, z
Si	0.0012	-0.0062	-0.0038
Si	-0.0048	-0.0003	-0.0074
Si	0.0025	-0.007	-0.0072
Si	0.0022	0.0068	-0.0006
Si	-0.0001	0.0062	0.0044
Si	-0.0018	0.0037	-0.0064
Si	0.004	-0.0012	-0.0107
Si	-0.0021	-0.0022	-0.0001
Si	0.0035	-0.0015	-0.0009
Si	0.0049	0.0051	-0.0037
Si	-0.0012	0.0039	-0.0055
Si	-0.0025	0.0092	-0.003
Si	-0.0016	0.0014	0.0011
Si	-0.0018	0.0012	0.0055
Si	0.0001	0.0015	0.0045
Si	-0.0017	-0.0002	0.0028
Si	0.0014	-0.0022	-0.0021
Si	-0.0015	-0.0083	-0.0042
Si	-0.0011	0.0031	0.0019
Si	-0.0009	-0.0003	-0.0043
Si	0.0045	0.0009	-0.0046
Si	0.0008	-0.0018	0.0037
Si	-0.0009	-0.0017	0.0066
Si	-0.0015	-0.002	0.0008
Si	0.0034	0.0017	0.0017
Si	-0.0005	-0.0016	0.0045
Si	-0.0014	0.0057	-0.0028
Si	-0.0011	0.0005	-0.002
Si	0.0016	0.001	0.0031
Si	0.0013	0.0025	0.0024
Si	0.0008	0.0001	-0.0031
Si	0.0012	0.0007	-0.0029
Si	-0.0003	0.003	-0.0039
Si	0.0005	0.0026	0.003
Si	-0.0022	0.0014	-0.0026
Si	0.0035	-0.0006	-0.0012
Si	0.014	-0.0016	0.0089
Si	-0.0022	0.0003	-0.0134
Si	0.0059	0.0014	-0.0106
Si	0.0007	0.0039	0.0022
Si	-0.0096	-0.0059	0.0033
Si	-0.0044	0.0046	0.011
Si	-0.0007	0.0014	-0.0066
Si	-0.007	0.0007	0.018
Si	-0.0056	0.0049	0.0241
Si	-0.0004	-0.0053	-0.016
Si	0.0094	-0.0127	-0.0314
Si	0.0072	-0.0025	0.0106
Si	0.0285	0.0351	-0.0794
Si	-0.0143	0.0246	-0.2109
Si	-0.0376	0.0436	0.0902
Si	-0.0089	-0.0594	0.0527
Si	-0.0014	0.0053	-0.1486
Si	0.0038	-0.0656	-0.1044
Si	0.02	-0.0412	-0.0433
Si	0.0256	0.0089	-0.0451
Si	-0.0245	-0.0401	-0.0147
Si	-0.0102	-0.0198	-0.11
Si	-0.0346	-0.0497	0.0552
Si	0.0525	-0.1686	0.133
Si	-0.0414	-0.0106	0.0899
Si	-0.0207	-0.0215	-0.1863
Si	0.0155	0.0132	0.0362
Si	-0.1082	0.0613	-0.0366
Si	0.0076	0.0317	0.1025
Si	0.0956	0.0773	0.1641
Si	0.0263	0.0308	-0.1028
Si	0.023	0.1401	-0.1426
Si	-0.0916	0.0973	0.2944
Si	-0.0431	0.0669	0.2756
Si	-0.1499	-0.142	-0.0457
Si	0.0946	-0.0525	-0.0176
Si	-0.0064	-0.002	-0.0138
Si	-0.0013	0.0074	0.0323
Si	0.0113	-0.0005	-0.0305
Si	-0.0185	-0.0014	-0.0014
Si	0.0564	0.0104	-0.0216
Si	0.0001	-0.0011	0.0003
Si	-0.0087	0.0024	0.0033
Si	-0.0006	-0.0059	-0.0004
Si	0.0141	0.0455	-0.0547
Si	0.0072	-0.0007	-0.0019
Si	-0.0069	-0.0062	0.002
Si	0.0047	-0.1404	-0.011
Si	0.0018	0.0067	0.0141
Si	-0.0247	0.0646	0.06
Si	0.0576	-0.013	0.0067
Si	-0.071	-0.0084	-0.0791
Si	-0.0199	0.0222	-0.0017
Si	0.1164	0.0136	-0.0321
Si	-0.0052	-0.0007	-0.0027
Si	-0.0234	0.0141	-0.0089
Si	-0.0201	0.0716	0.0134
Si	0.0076	-0.0172	0.0279
Si	-0.0185	-0.0001	0.021
Si	-0.0285	0.054	0.0326
Si	-0.0297	-0.0788	0.1819
Si	-0.0097	0.0111	-0.0249
Si	-0.02	-0.0024	0.0008
Si	0.0032	-0.0252	-0.0038
Si	-0.0014	-0.0116	-0.0017
Si	-0.0098	-0.0179	0.0001
Si	-0.0141	0.0835	0.065
Si	0.0385	-0.0542	-0.0398
P	-0.0771	0.0127	0.2533
Si	0.049	0.0525	0.0632
Si	-0.0542	-0.0218	-0.0531
P	0.3899	0.2271	0.0226
O	-0.1671	-0.1076	-0.1768
O	0.0277	-0.0149	-0.0096
O	0.0349	0.0366	-0.0007
O	0.0069	0.0139	-0.0012
O	-0.0177	-0.0294	-0.0598
O	-0.0009	-0.0167	0.0196
O	0.006	0.0052	-0.0071
O	-0.0084	0.0028	0.0096
O	0.0274	0.0038	-0.0274
O	-0.0034	-0.0108	-0.0222
O	-0.023	0.0763	0.0385
O	-0.057	-0.1893	-0.0956
O	-0.0004	0.0035	0.0061
O	0.0017	0.0011	0.0047
O	0.002	-0.0011	0.0024
O	0.0036	-0.0006	0.0029
O	0.0008	0.0058	0.0067
O	-0.0007	0.0008	0.0037
O	-0.0015	0.001	0.001
O	0.0016	-0.0002	0.0028
O	-0.001	0.002	0.0027
O	0.0038	0.0064	0.0044
O	-0.0011	0.0053	0.0035
O	-0.0002	-0.001	0.0074
Si	0.0082	-0.0594	0.016
Si	0.0034	0.0007	-0.0073
Si	0.0024	0.0002	-0.0079
Si	-0.0005	-0.0005	-0.0064
Si	-0.0007	-0.0018	-0.002
Si	0.0005	0.0007	-0.008
Si	-0.0248	0.0204	0.0349
Si	0.0074	0.0055	0.0095
Si	-0.0001	0.0029	-0.0047
Si	0.0062	0.0027	-0.0079
Si	0.0359	0.0163	0.0003
Si	0.0027	0.0035	-0.0062
Si	0.0043	0.0032	-0.0037
Si	0.0011	0.0008	-0.001
Si	-0.0028	0.0007	-0.0045
Si	0.0044	0.0034	0.0025
Si	0.0025	0.0007	-0.0074
Si	0.0032	0.0006	-0.0036
Si	0.0124	-0.0121	-0.0017
Si	-0.0003	-0.013	-0.0066
Si	-0.0023	0.0014	-0.0097
Si	0.0032	0.0025	-0.002
Si	-0.1152	-0.0931	-0.1477
Si	0.0011	-0.0027	-0.0042
Si	0.0194	0.0055	-0.006
Si	0.0001	0.0013	0.0153
Si	0.0027	-0.0079	-0.005
Si	0.0038	0.0021	-0.0077
Si	0.0024	0.0018	0.0066
Si	0.0166	0.0305	0.0203
Si	-0.0058	-0.0034	-0.0233
Si	0.0033	-0.0468	-0.0103
Si	0.0031	0.0013	-0.004
Si	0.0083	-0.0034	-0.0101
Si	0.0109	-0.0727	0.0797
Si	0.003	-0.0003	-0.0088
Si	0.0052	-0.0004	-0.0025
Si	0.0186	0.0096	0.0134
Si	-0.0001	-0.0005	-0.0063
O	0.0029	0.0023	-0.0024
O	-0.0291	0.0214	-0.0323
O	-0.0001	0.0006	0.003
O	-0.0029	-0.0012	0.0073
O	0.0036	0.001	0.0063
O	0.0784	0.001	-0.115
O	0.0014	-0.0048	-0.0058
O	0.0046	0.0058	0.005
O	0.0036	-0.0024	0.002
O	0.0039	0.0012	0.0069
O	-0.0064	-0.002	-0.0022
O	-0.082	0.0637	-0.0321
O	-0.0003	0.0006	0.0042
O	-0.002	-0.0019	0.0053
O	0.003	-0.0021	-0.0058
O	0.0021	0.0007	0.0023
O	-0.0107	0.0141	-0.0053
O	-0.0132	0.0014	0.0131
O	-0.0007	-0.0001	0.0031
O	0.003	-0.0009	0.005
O	-0.0052	0.0053	0.0026
O	0.0025	0.0125	-0.0028
O	0.0094	-0.0038	0.007
O	0.0022	-0.001	0.0041
O	0.0001	0.0002	0.0015
O	-0.0038	0.002	0.0045
O	0.0024	0.001	-0.003
O	0.0034	-0.001	-0.0052
O	-0.0002	0.0035	-0.0008
O	0.0026	-0.0002	0.0009
O	0.0031	0.0002	0.0009
O	0.0065	0.004	-0.0057
O	-0.0075	0.029	0.0099
O	0.001	0.0021	0.0035
O	-0.0186	-0.0397	0.059
O	0.0037	-0.0019	0.0068
O	0.0046	0.0012	-0.0001
O	0.0252	-0.0189	0.007
O	0.0013	0.0012	0.0046
O	0.002	0.0005	0.0049
O	-0.0002	0.0043	0.0013
O	0.0079	0.0121	-0.0051
O	0.0036	-0.0014	0.0028
O	0.0024	-0.0006	0.0012
O	0.0004	0.0014	0.0007
O	-0.0015	0.0124	0.001
O	-0.0033	-0.0031	-0.0018
O	0.0023	0.0032	0.0027
O	0.0002	0.0001	0.0044
O	-0.0002	-0.0008	0.0043
O	-0.0069	-0.0017	-0.001
O	0.008	0.0026	-0.0007
O	-0.0078	-0.0013	0.0059
O	-0.0055	-0.0036	0.0005
O	-0.0022	0.0022	0.0009
O	0.0007	0.0027	0.0002
O	-0.0027	-0.0036	0.0036
O	0.0101	-0.0124	0.0064
O	-0.0064	0.0018	0.0033
O	0.0016	0.0056	0.0072
O	-0.0019	-0.0026	0.0056
O	-0.0059	0.0219	-0.0059
O	0.0009	0.0018	0.003
O	0.0012	0.0037	0.0043
O	0.0177	-0.0034	-0.0036
O	0.0031	0.0012	0.0058

The program warned: the cutoff lies below the one the program advises for these potential files; the forces do not sum to zero within the program's tolerance; the exchange-correlation potential is rough where the density is thin.
